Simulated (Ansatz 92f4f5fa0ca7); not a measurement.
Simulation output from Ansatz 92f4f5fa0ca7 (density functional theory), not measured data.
Periodic cell of 224 atoms, Si132O90As1H1, from a study of silicon, its oxide and their interface. The atomic structure is a simulated model.
Doubt: the cutoff is far below the 930 eV that the study's wrapper takes by default for these files, so forces and energies are approximate.
This geometry differs little from another in the collection (a relaxation step or a small displacement).

Settings: functional PBE; potential files Ansatz PAW; basis plane waves; wave-function cutoff 580 eV; density cutoff ratio 5; exchange-correlation grid ratio 1; k mesh 1 x 1 x 1, Gamma-centred; self-consistency stop 5e-08 eV per atom in the density residual; occupations fixed; spin none; net charge 0.

Cell vectors (angstrom)
a	10.938	0	0
b	0	10.938	0
c	0	0	33.3439

Atoms and the computed forces on them: element, x, y, z (angstrom), force x, y, z (eV/angstrom)
Si	0.4437	-0.3458	26.0008	-0.0208	0.0156	0.0348
Si	5.3313	0.3141	25.8165	0.0169	-0.0057	0.0151
Si	2.9517	2.4061	25.8108	-0.0046	0.0202	0.0385
Si	7.9486	3.0326	26.0879	0.0084	-0.0087	0.0345
Si	-0.2771	5.6251	25.7858	0.0106	-0.0089	0.0153
Si	5.8499	5.3252	25.8889	-0.0152	0.005	0.026
Si	2.6122	8.3159	25.7531	0.0034	-0.0015	-0.0017
Si	8.5714	8.0095	25.8168	-0.011	0.0242	0.0423
Si	1.5068	1.2922	27.2934	-0.0116	0.0052	-0.013
Si	6.7889	1.41	27.2972	0.0064	-0.01	-0.001
Si	4.1149	4.1211	27.0437	0.0003	-0.0066	-0.0135
Si	9.5935	4.151	27.2885	0.0087	-0.0093	-0.0043
Si	1.3789	6.7834	27.0849	0.0032	-0.0046	0.0017
Si	6.9753	6.8748	27.2121	-0.0024	0.0107	-0.0188
Si	4.1885	9.5419	27.0643	0.0054	-0.0011	0.0037
Si	9.6786	9.5272	27.2267	-0.0091	0.0095	-0.0144
Si	2.8445	-0.0933	28.5909	0.0012	-0.0008	0.0019
Si	8.2272	-0.0186	28.5418	0.0025	-0.0033	-0.0011
Si	0.0424	2.6992	28.5553	0.0005	-0.0063	-0.0022
Si	5.4075	2.7872	28.5794	-0.0055	0.0026	-0.0044
Si	2.7458	5.4436	28.4892	-0.0002	-0.0037	0.0109
Si	8.2289	5.4852	28.6316	-0.0001	0.0007	0.0094
Si	0.0577	8.1364	28.5718	-0.0037	-0.0005	-0.0014
Si	5.507	8.1969	28.5169	0.0008	-0.005	0.0103
Si	4.1018	1.3673	29.9257	0.0876	-0.0251	0.3002
Si	9.5708	1.3673	29.9257	0.0487	-0.0656	-0.112
Si	1.3673	4.1018	29.9257	0.1844	-0.0111	-0.1961
Si	6.8362	4.1018	29.9257	-0.1936	0.0896	0.2079
Si	4.1018	6.8362	29.9257	0.0153	-0.0507	-0.4962
Si	9.5708	6.8362	29.9257	0.317	0.0983	0.5383
Si	1.3673	9.5708	29.9257	0.2513	-0.3097	0.0947
Si	6.8362	9.5708	29.9257	0.0645	-0.0161	-0.1389
Si	0	0	31.2929	0.001	0.0264	-0.0375
Si	5.469	0	31.2929	0.0664	0.1775	-0.003
Si	2.7345	2.7345	31.2929	-0.0546	-0.0793	-0.0093
Si	8.2035	2.7345	31.2929	-0.0532	0.0113	-0.0256
Si	0	5.469	31.2929	-0.0683	0.0848	0.0042
Si	5.469	5.469	31.2929	0.0651	-0.0183	0.0015
Si	2.7345	8.2035	31.2929	-0.0911	0.0654	0.017
Si	8.2035	8.2035	31.2929	0.0698	0.0334	-0.0085
Si	1.3673	1.3673	32.6602	-0.0061	0.0322	-0.0024
Si	6.8362	1.3673	32.6602	0.0299	-0.0847	-0.007
Si	4.1018	4.1018	32.6602	0.0033	0.0009	-0.0193
Si	9.5708	4.1018	32.6602	0.0637	-0.0223	-0.034
Si	1.3673	6.8362	32.6602	0.0584	-0.0801	-0.0142
Si	6.8362	6.8362	32.6602	-0.0206	0.0201	-0.0073
Si	4.1018	9.5708	32.6602	0.0397	-0.0537	-0.0376
Si	9.5708	9.5708	32.6602	-0.032	-0.0141	-0.0127
Si	2.7345	0	0.6835	-0.0156	0.0054	0.0068
Si	8.2035	0	0.6835	0.0109	0.0743	0.0489
Si	0	2.7345	0.6835	-0.0956	0.0221	0.0111
Si	5.469	2.7345	0.6835	0.0176	0.0104	0.0136
Si	2.7345	5.469	0.6835	-0.0336	0.0253	0.0395
Si	8.2035	5.469	0.6835	-0.0007	-0.0161	0.0079
Si	0	8.2035	0.6835	-0.0023	0.0019	0.0089
Si	5.469	8.2035	0.6835	-0.0302	0.0797	0.0048
Si	4.1018	1.3673	2.0507	-0.0167	-0.0273	0.0396
Si	9.5708	1.3673	2.0507	0.0915	-0.0153	-0.0137
Si	1.3673	4.1018	2.0507	-0.0438	-0.1177	-0.0156
Si	6.8362	4.1018	2.0507	0.0109	0.0114	0.039
Si	4.1018	6.8362	2.0507	0.0861	-0.0261	-0.0153
Si	9.5708	6.8362	2.0507	-0.0175	0.0083	0.0313
Si	1.3673	9.5708	2.0507	0.0001	0.0228	0.0404
Si	6.8362	9.5708	2.0507	-0.0615	-0.1617	-0.026
Si	0	0	3.418	0.0534	0.3546	-0.3421
Si	5.469	0	3.418	-0.2273	-0.1642	0.1624
Si	2.7345	2.7345	3.418	-0.2876	-0.0177	-0.002
Si	8.2035	2.7345	3.418	0.0489	0.0808	0.1574
Si	0	5.469	3.418	0.0234	-0.0684	0.1834
Si	5.469	5.469	3.418	-0.0591	0.2421	-0.1829
Si	2.7345	8.2035	3.418	0.0746	0.0432	0.258
Si	8.2035	8.2035	3.418	-0.3698	-0.1486	-0.3324
Si	1.3376	1.3711	4.8117	0.0027	-0.0032	0.003
Si	6.7936	1.3889	4.7717	0.0018	0.0056	-0.0115
Si	4.0406	4.1671	4.7468	0.008	0.0067	-0.0012
Si	9.5611	4.1149	4.8209	0.0022	0.0017	-0.0087
Si	1.3594	6.8442	4.8025	-0.0022	0.0009	-0.006
Si	6.8104	6.8447	4.7973	-0.0055	-0.0053	-0.0045
Si	4.0769	9.576	4.8526	0.002	0.0029	-0.0131
Si	9.507	9.6277	4.6878	0.0065	-0.0031	-0.0093
Si	2.6292	-0.0494	6.238	-0.0028	-0.0032	0.0101
Si	8.1545	0	6.0983	-0.0048	0.0066	0.0126
Si	-0.0269	2.7523	6.2227	-0.004	-0.0047	-0.0018
Si	5.3416	2.7332	6.053	0.0008	-0.0061	0.013
Si	2.7304	5.507	6.2316	-0.0089	-0.0005	0.0019
Si	8.13	5.4329	6.1808	0.0025	-0.0014	0.0051
Si	-0.1288	8.2307	5.998	0.0023	-0.0051	0.0151
Si	5.4552	8.1992	6.2374	-0.0032	0.0042	-0.0045
Si	3.7802	1.6276	7.4265	0.0114	-0.013	-0.0302
Si	9.6895	1.1268	7.4541	-0.0106	0.0184	-0.0154
Si	1.5966	3.8991	7.5385	-0.0204	0.0203	-0.0215
Si	6.513	4.2092	7.4274	0.0041	0.0033	-0.021
Si	4.386	6.5644	7.5986	0.0025	-0.002	-0.002
Si	9.2621	7.1295	7.363	0.0141	-0.029	-0.0352
Si	0.8934	9.7438	7.4436	0.015	0.004	-0.0286
Si	7.0733	9.3848	7.5029	-0.0228	0.0143	-0.0204
O	9.602	6.8116	25.2828	0.0033	-0.0096	-0.015
O	4.1375	1.3533	25.2873	0.0024	0.0023	-0.0196
O	8.1865	8.243	7.9731	0.0063	0.0035	0.0178
O	2.7056	2.7565	8.0027	0.0013	-0.0071	0.0153
O	6.8953	4.1248	25.4126	-0.0134	0.0158	-0.017
O	1.4923	9.478	25.3423	0.0119	-0.0115	-0.016
O	5.4839	5.3845	7.9387	-0.0042	0.0024	0.0011
O	-0.1199	0.0195	7.9102	0.0022	-0.0026	0.0065
O	6.9616	3.3851	8.7882	0.0059	-0.0086	0.0131
O	6.5407	10.1447	8.8783	-0.0107	0.0127	0.0161
O	10.1433	6.5631	8.6273	0.0064	0.0016	0.0139
O	1.1169	8.856	8.8124	-0.0018	-0.0092	0.0239
O	4.5976	1.0524	8.7223	0.0096	-0.0067	0.0169
O	1.0328	4.6244	8.9263	-0.0019	0.0023	0.009
O	8.9234	1.5633	8.8542	-0.0034	-0.0001	0.0065
O	3.9567	7.0417	9.1162	-0.0013	0.0122	0.0216
O	8.0399	8.8441	24.4883	-0.0107	0.0147	-0.0242
O	8.7203	2.2925	24.8644	0.0044	-0.0034	-0.0159
O	5.5028	6.266	24.5654	0.0026	0.003	-0.0185
O	2.0064	2.8143	24.5133	-0.0171	0.009	-0.0282
O	10.762	0.4408	24.7176	-0.0054	0.006	-0.015
O	0.1992	4.7738	24.4421	0.0079	-0.0121	-0.0165
O	7.2714	11.8881	20.7134	0.0007	0.0087	-0.0034
O	6.2294	10.7857	24.5062	0.0094	-0.008	-0.0174
Si	9.6779	1.3649	23.9652	0.0153	-0.0096	-0.0189
Si	4.6263	6.4332	20.6083	0.0095	-0.0054	0.0062
Si	1.0432	8.9012	10.4403	0.0009	-0.007	0.0062
Si	17.2767	5.2431	15.871	0.0105	-0.0054	0.0059
Si	7.3251	2.1559	19.6073	0.0146	0.0003	-0.0018
Si	19.296	14.3162	12.6132	0.0063	-0.0124	-0.006
Si	11.0406	4.9932	16.8498	0.0104	-0.0235	-0.0205
Si	9.2503	-0.6159	16.5006	0.03	-0.0064	-0.0189
Si	15.4411	10.499	19.0517	0.0051	0.0072	-0.0031
Si	12.6941	3.0193	18.3138	-0.007	-0.0078	-0.009
Si	8.3535	2.9423	9.5095	0.0063	0.0088	0.0078
Si	3.0027	7.9573	18.4895	-0.0217	0.0161	0.0754
Si	11.5554	1.1111	16.2855	-0.004	-0.0143	-0.0032
Si	0.425	13.6555	13.5386	-0.0017	-0.0149	0.0075
Si	4.2858	2.4829	20.0527	-0.0038	0.0075	-0.0014
Si	6.127	2.4412	14.4519	-0.0014	-0.0095	0
As	7.4015	5.7183	18.9506	-0.0079	-0.0045	-0.0079
Si	5.2102	10.7751	9.5973	0.0004	-0.0125	0.0064
Si	15.1722	6.5674	23.5865	0.0025	0.0031	0.0028
Si	17.9437	10.2623	20.7139	0.0092	-0.0023	0.0006
Si	3.086	4.3239	21.9823	-0.0165	0.0014	0.0022
Si	11.4626	9.5884	14.8387	-0.0109	-0.1983	0.0283
Si	6.5744	11.592	17.0077	0.0126	-0.0027	0.0001
Si	5.2573	8.2794	13.1219	-0.0088	-0.0004	0.0013
Si	10.5315	5.2139	9.4379	-0.0023	-0.0199	0.0014
Si	3.7165	6.971	15.5002	0.0167	-0.0393	-0.0898
Si	7.4854	10.1479	23.6689	0.0136	0.003	-0.006
Si	-2.1615	8.4804	18.8869	0.0018	0.0128	-0.0184
Si	-0.3972	6.8037	12.0653	0.0108	-0.0034	0.0165
Si	1.6025	11.0041	12.3259	-0.0081	-0.026	0.0336
Si	11.0642	6.6994	19.0908	0.0044	0.0289	0.0062
Si	3.8334	8.1107	10.3338	0.0037	0.0052	0.0022
Si	0.8196	3.5021	23.6062	-0.0134	-0.0109	-0.0012
Si	10.0791	3.7823	19.1715	-0.0024	-0.0121	-0.005
Si	4.8376	11.2658	12.5606	-0.001	0.0015	-0.002
Si	7.8046	6.2897	13.5071	0.0164	0.0062	-0.0017
Si	1.3222	5.4088	14.1576	0.0029	0.0344	0.0069
O	9.9738	7.7301	19.7085	0.0115	-0.011	-0.002
O	5.0962	1.7092	13.4046	0.0056	-0.001	-0.0011
O	11.4081	2.827	19.3475	0.0049	0.005	-0.003
O	7.3899	12.4831	18.1054	-0.0049	0.0029	0.0028
O	4.1134	7.9838	14.269	0.0114	0.0031	-0.0008
O	4.0388	0.8864	19.8785	0.004	-0.0027	0.0047
O	2.3344	8.0472	10.9502	0.0043	0.0013	-0.013
O	-1.0788	4.0577	17.5365	0.0083	0.0067	-0.0055
O	7.7141	4.8931	12.6303	-0.0003	0.0048	-0.0023
O	9.4971	-1.8146	17.576	-0.0127	0.0105	-0.0127
O	5.7912	14.8909	14.9935	0.0025	-0.0044	-0.001
O	5.4901	9.9073	13.2274	0.0072	-0.0046	-0.0045
O	10.7112	8.1713	11.1745	-0.0032	-0.0055	-0.0071
O	17.6296	4.9584	17.4522	-0.0084	-0.0065	-0.0033
O	1.3302	10.6744	15.7706	-0.0006	0.0129	0.0081
O	6.0665	12.4877	15.7891	-0.0094	0.0221	-0.022
O	1.6204	7.3701	19.1889	-0.0015	-0.0062	-0.0018
O	19.6287	3.1097	19.7903	-0.0041	0.0013	0.003
O	7.555	18.4013	18.4476	0.0011	0.0066	0.0034
O	12.638	1.7349	17.32	0.0014	0.0046	0.0117
O	3.2195	11.0917	12.4468	0.0003	0.0009	-0.007
O	3.2217	7.6126	24.3593	0.0045	-0.0014	-0.0137
O	19.1777	9.6497	19.8606	0.0004	-0.0002	-0.0004
O	9.423	4.0903	9.1143	0.0022	0.0007	-0.0045
O	11.9501	9.8466	13.3215	-0.0204	0.0238	0.0309
O	3.889	2.9461	21.5807	0.0056	-0.0011	-0.0053
O	4.6942	7.1434	22.1104	0.0029	0.0039	-0.0171
O	1.1525	10.4812	10.8493	0.0054	0.0029	-0.0041
O	5.1145	6.289	15.9264	-0.0033	0.0075	0.0139
O	18.5844	10.5293	16.4029	-0.0031	-0.0043	0.0067
O	-2.7844	2.7732	11.1098	0.0009	0.0015	0.0097
O	6.6269	7.4042	13.3047	0.003	-0.0003	-0.0035
O	5.8591	2.9104	19.7624	-0.0086	0.0014	0.0062
O	11.0351	5.16	15.2502	-0.0079	-0.0144	0.0101
O	16.198	10.8771	17.6491	-0.0099	0.0068	0.0095
O	10.1081	11.6523	16.9716	-0.0127	-0.0085	0.0049
O	0.3007	2.1495	15.0679	0.0055	0.0082	-0.0092
O	3.5766	5.0747	23.3561	-0.0005	-0.0046	-0.0029
O	14.0572	-3.3034	16.8894	-0.05	0.0278	-0.0106
O	11.7806	8.0539	15.2621	-0.0754	-0.0922	1.0515
O	5.5257	11.3874	11.0747	-0.006	0.0012	0.0132
O	4.0926	-1.3452	9.6963	0.0057	-0.0112	-0.0023
O	8.655	11.2378	23.2679	-0.0065	-0.0061	0.0043
O	4.8142	7.8444	11.602	0.008	0.0026	-0.0021
O	10.5978	2.4343	23.1187	0.0036	0.0024	0.0043
O	3.3968	5.3479	20.7473	0.0078	-0.0005	0.001
O	7.669	5.853	15.0957	-0.0036	-0.0024	-0.0007
O	-0.4688	5.5398	11.0238	-0.0028	0.0079	0.006
O	9.8459	9.8783	15.0393	0.0389	0.0128	-0.0006
O	0.9253	12.4569	12.5642	0.0015	0.0099	0.0038
O	6.9421	9.6614	22.2182	-0.003	-0.0043	-0.0085
O	1.5277	3.9251	13.4858	0.0024	-0.0046	-0.0003
O	4.2392	7.3382	19.332	-0.0096	0.0085	-0.0203
O	2.6874	5.8505	14.9114	0.003	0.0032	0.0072
O	9.9337	14.2456	13.02	0.0093	-0.0034	0.0023
O	3.1925	9.5765	18.7303	-0.0012	-0.0103	-0.0063
O	9.2195	6.9568	13.0261	-0.0115	-0.005	-0.0022
O	17.0248	5.8114	20.2071	-0.0076	-0.0018	0.0077
O	0.8785	6.476	13.0215	-0.0017	-0.0085	-0.0042
O	10.861	6.5134	17.4587	-0.0528	-0.0255	0.0164
O	16.5462	9.7899	20.0207	-0.0083	0.001	-0.004
O	1.5009	4.0183	22.2084	0.0172	0.0083	-0.0134
O	10.6258	5.2472	19.777	0.0112	0.0066	-0.0062
O	23.4018	4.3874	17.423	-0.0044	-0.0025	0.0057
O	14.1611	3.1577	18.993	-0.0009	-0.0046	0.0072
O	7.5818	2.4525	13.7119	-0.0021	0.0007	0.0025
H	11.526	7.7782	16.1968	0.0858	0.2605	-1.1288

Results
free energy: -139968.902 eV
free energy less fixed offsets of As -4856.12, H -15.97, O -568.88, Si -635.61 eV per atom: 2.908 eV

The program warned: the cutoff lies below the one the program advises for these potential files; the forces do not sum to zero within the program's tolerance; the exchange-correlation potential is rough where the density is thin.
